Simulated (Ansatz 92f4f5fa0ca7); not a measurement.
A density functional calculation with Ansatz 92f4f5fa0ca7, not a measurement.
Periodic cell of 273 atoms, Si165O106As2, from a study of silicon, its oxide and their interface. The atomic structure is a simulated model.
Doubt: the cutoff is far below the 930 eV that the study's wrapper takes by default for these files, so forces and energies are approximate.
This geometry differs little from another in the collection (a relaxation step or a small displacement).

Settings
functional: PBE
potential files: Ansatz PAW
basis: plane waves
wave-function cutoff: 580 eV
density cutoff ratio: 5
exchange-correlation grid ratio: 1
k mesh: 1 x 1 x 1, Gamma-centred
self-consistency stop: 5e-08 eV per atom in the density residual
occupations: fixed
spin: none
net charge: 0

Cell vectors (angstrom)
a	11.6015	0	0
b	0	13.3963	0
c	0	0	29.8085

Atoms: element, x, y, z (angstrom)
Si	11.5604	0.2029	22.8896
Si	3.893	0.1742	22.9873
Si	7.6639	0.1168	23.1168
Si	2.0646	3.4048	22.7775
Si	5.8923	3.6816	22.9691
Si	9.7572	3.5356	23.0017
Si	11.6536	6.87	22.8976
Si	4.0342	7.0447	23.1027
Si	7.8024	6.8832	23.2284
Si	2.0543	10.2349	23.2003
Si	5.8779	10.1225	23.2405
Si	9.909	10.11	23.2188
Si	11.7008	2.4142	23.7503
Si	3.9841	2.4268	23.7435
Si	7.7849	2.4092	23.7433
As	2.1166	5.7631	22.5778
Si	5.8363	5.786	23.9954
Si	9.7847	5.7249	23.872
Si	11.7981	8.9866	23.9909
Si	3.9212	9.1311	24.1284
Si	7.8777	9.1013	23.9633
Si	1.9127	12.5047	23.7778
Si	5.7587	12.3922	23.9011
Si	9.6933	12.4182	23.7824
Si	11.6525	2.3085	26.1681
Si	3.8994	2.3195	26.1608
Si	7.7551	2.3099	26.1614
As	1.9578	5.6134	26.0695
Si	5.8051	5.6549	26.3279
Si	9.7178	5.6376	26.2492
Si	11.6823	8.943	26.3232
Si	3.8919	8.9904	26.4235
Si	7.8034	9.0131	26.3059
Si	1.9239	12.3718	26.1862
Si	5.7861	12.3355	26.2654
Si	9.6926	12.3513	26.1862
Si	1.9674	1.185	27.0093
Si	5.8191	1.1909	27.0126
Si	9.6957	1.1894	26.9944
Si	11.6372	4.5068	27.0594
Si	3.871	4.5087	27.0692
Si	7.7594	4.5119	27.0356
Si	1.975	7.8002	27.105
Si	5.8602	7.8865	27.0788
Si	9.716	7.8545	27.0625
Si	11.619	11.2161	27.0249
Si	3.8427	11.2491	27.0653
Si	7.7577	11.2482	27.0435
Si	1.9336	1.1164	29.4135
Si	5.8008	1.1164	29.4135
Si	9.6679	1.1164	29.4135
Si	0	4.4654	29.4135
Si	3.8672	4.4654	29.4135
Si	7.7343	4.4654	29.4135
Si	1.9336	7.8145	29.4135
Si	5.8008	7.8145	29.4135
Si	9.6679	7.8145	29.4135
Si	0	11.1635	29.4135
Si	3.8672	11.1635	29.4135
Si	7.7343	11.1635	29.4135
Si	0	0	0.3944
Si	3.8672	0	0.3944
Si	7.7343	0	0.3944
Si	1.9336	3.3491	0.3944
Si	5.8008	3.3491	0.3944
Si	9.6679	3.3491	0.3944
Si	0	6.6981	0.3944
Si	3.8672	6.6981	0.3944
Si	7.7343	6.6981	0.3944
Si	1.9336	10.0472	0.3944
Si	5.8008	10.0472	0.3944
Si	9.6679	10.0472	0.3944
Si	11.5485	-0.0464	2.7433
Si	3.8453	-0.0692	2.8026
Si	7.665	-0.0893	2.7719
Si	1.9305	3.2707	2.7429
Si	5.7556	3.2752	2.7992
Si	9.5956	3.3105	2.7599
Si	11.5743	6.6388	2.7546
Si	3.8714	6.6216	2.7385
Si	7.736	6.6458	2.7667
Si	1.9256	10.0057	2.7499
Si	5.8214	10.0416	2.77
Si	9.6769	9.978	2.7494
Si	11.5509	2.2055	3.4406
Si	3.82	2.1276	3.6473
Si	7.6795	2.1168	3.559
Si	1.908	5.5025	3.4708
Si	5.8078	5.525	3.5639
Si	9.652	5.5253	3.6095
Si	11.6131	8.8696	3.5538
Si	3.8937	8.871	3.4228
Si	7.7405	8.8785	3.5461
Si	1.8661	12.2349	3.5473
Si	5.7545	12.2187	3.742
Si	9.6174	12.1997	3.5109
Si	11.479	2.165	5.7587
Si	3.733	2.0342	6.0708
Si	7.61	1.9718	5.926
Si	1.8808	5.4136	5.8047
Si	5.807	5.4706	5.9374
Si	9.6249	5.4527	6.0109
Si	11.6433	8.8002	5.9284
Si	3.9193	8.7952	5.7369
Si	7.778	8.8175	5.9157
Si	1.7866	12.1675	5.9165
Si	5.7214	12.1233	6.2503
Si	9.5879	12.1163	5.8632
Si	1.6352	0.9816	6.7327
Si	5.6726	0.9935	7.0096
Si	9.6368	0.9429	6.596
Si	11.5748	4.3229	6.718
Si	3.829	4.3276	6.5585
Si	7.6976	4.1841	6.6227
Si	2.0351	7.6358	6.5082
Si	5.8349	7.7422	6.6899
Si	9.7218	7.7129	6.7278
Si	11.4584	10.9984	6.7727
Si	3.6574	10.9416	6.6454
Si	7.7606	10.9809	6.8577
O	9.906	7.911	8.388
O	9.9062	0.8322	8.2451
O	1.0372	0.9266	8.3181
O	3.0795	10.561	8.1562
O	5.8253	7.9178	8.3521
O	5.6148	1.1941	8.6934
O	3.7717	4.3379	8.2058
O	7.6586	3.7414	8.2483
O	0.046	4.2842	8.3907
O	11.1643	10.9591	8.4243
O	8.1264	10.7755	8.4942
O	2.3834	7.5074	8.1112
O	11.443	0.2375	21.2094
O	9.7784	3.6467	21.3392
O	4.3854	7.5847	21.5624
O	5.9385	4.1633	21.3536
O	5.7932	9.8821	21.5834
O	2.0932	3.0895	21.1299
O	7.339	13.4335	21.4772
O	3.936	0.191	21.3222
O	7.6543	6.9054	21.5803
O	2.1603	10.1479	21.5534
O	11.307	7.0377	21.2573
O	10.3403	9.7848	21.6297
Si	11.5826	6.4611	11.281
Si	1.588	10.3913	16.2173
Si	0.2308	3.6998	9.9048
Si	8.0929	12.8407	20.1671
Si	2.8487	10.4745	9.7538
Si	2.5878	10.3565	20.003
Si	10.3135	3.6972	19.798
Si	0.2612	12.8201	17.0735
Si	10.8224	0.7059	19.7578
Si	3.1667	7.7676	16.2018
Si	0.2056	6.5237	19.7804
Si	9.3986	2.5443	14.2731
Si	2.9128	2.5614	11.027
Si	5.1494	11.9987	15.3191
Si	5.0521	8.7529	20.6398
Si	3.6204	-0.3717	11.2669
Si	5.5946	8.9066	14.7679
Si	-0.1562	11.3246	9.9983
Si	9.5459	10.0504	20.2337
Si	3.4595	0.0187	19.7665
Si	7.4711	4.7187	9.5306
Si	2.3872	12.3856	14.143
Si	6.1985	0.6061	10.1276
Si	2.7737	2.8357	19.6547
Si	5.724	4.4567	13.6396
Si	7.4901	0.228	15.5716
Si	9.6245	11.3581	15.1848
Si	1.994	6.5855	13.5301
Si	2.8481	3.5477	14.0024
Si	11.6862	9.2006	18.3487
Si	11.2362	0.8826	9.2007
Si	9.1292	7.3376	9.7022
Si	8.6817	8.575	14.5641
Si	4.7854	7.1695	12.3307
Si	2.9075	5.637	18.7005
Si	2.543	7.417	9.7085
Si	6.2711	8.4417	9.8306
Si	4.3342	4.773	9.6486
Si	9.3648	10.5057	12.2644
Si	5.9891	13.0078	17.9366
Si	7.96	4.9441	18.3493
Si	8.3109	5.4253	15.1893
Si	7.3319	11.0867	9.907
Si	5.3258	4.2322	19.8354
Si	0.7942	1.5148	15.0271
Si	7.624	7.5243	20.0824
Si	7.6548	2.8061	11.8485
O	3.4565	6.0926	10.0883
O	1.9549	2.6819	15.0718
O	-0.3542	12.9536	10.1717
O	8.534	8.8413	19.9404
O	2.4428	1.2536	19.3192
O	8.1504	5.3174	16.7918
O	2.7575	11.9446	19.6503
O	7.165	8.7911	15.118
O	1.3006	0.2127	14.1627
O	4.4181	3.827	14.4332
O	4.2519	3.4302	10.6101
O	10.9662	2.1049	14.4687
O	11.3869	4.8518	10.9818
O	10.856	12.042	16.0203
O	8.9388	6.9258	14.7606
O	1.7893	3.3749	10.1981
O	8.4645	5.949	9.2002
O	11.1263	2.3016	19.4809
O	5.4158	7.6122	10.9094
O	11.3112	7.6307	18.6612
O	7.8777	8.2791	10.1414
O	10.1371	7.164	10.9729
O	9.2283	4.1315	14.7122
O	8.8205	11.4541	20.5498
O	10.584	10.5198	11.152
O	8.3728	12.2526	15.7343
O	4.4162	2.8852	19.71
O	4.7173	0.1813	18.7486
O	10.5024	10.1662	18.9253
O	6.815	0.6938	17.0059
O	0.5197	6.7622	12.8124
O	1.0537	7.1486	10.2826
O	3.1511	7.1961	12.5354
O	3.9743	9.5384	19.7093
O	6.7964	5.2139	14.6042
O	0.5776	0.9355	16.5361
O	1.5637	11.806	17.0823
O	5.4118	8.3053	13.2855
O	2.9878	12.3969	12.6292
O	6.442	3.2057	12.8749
O	2.8021	9.3376	16.5674
O	6.1221	8.008	19.6612
O	1.828	6.4583	19.6007
O	1.4509	9.6396	19.1084
O	9.4905	9.7287	15.4553
O	3.1075	8.9024	10.1967
O	8.9889	9.0522	12.9969
O	2.1504	7.3463	14.9704
O	9.0558	3.8183	18.7762
O	4.7385	7.9281	15.7692
O	7.2607	1.6115	10.8268
O	8.1846	6.3575	19.1183
O	5.9127	5.1748	9.6067
O	7.0439	-0.9662	19.0147
O	11.0669	2.2603	10.0881
O	8.9899	2.4112	12.695
O	9.7238	11.517	13.5306
O	6.5067	4.2982	18.7184
O	6.0452	10.0609	9.9547
O	1.3634	10.8516	10.2828
O	5.1699	10.4865	14.7033
O	1.7125	10.9342	14.639
O	11.3718	13.0842	18.6027
O	5.4701	11.8372	16.919
O	8.1001	11.0003	11.3501
O	11.2322	5.0195	19.5281
O	8.3828	1.4986	15.0599
O	2.3727	4.0477	18.5772
O	3.762	11.7114	10.3121
O	9.1915	0.5601	19.7214
O	2.7734	2.6669	12.6386
O	3.6657	12.6523	15.1266
O	7.9963	4.1049	10.9312
O	5.126	0.2693	11.3231
O	4.3342	5.5116	19.5067
O	6.2202	13.0771	14.651
O	3.0743	6.5572	17.3277
O	2.7903	0.9487	10.7035
O	0.2933	9.4941	16.7426
O	5.2323	5.6217	12.6048
O	2.1482	4.9902	13.7787
O	6.9065	12.6236	9.6984

Results
free energy: -174885.521 eV
free energy less fixed offsets of As -4856.12, O -568.88, Si -635.61 eV per atom: 3.649 eV

Forces (eV/angstrom), in the order of the atoms: element, x, y, z
Si	0.0132	0.0115	-0.001
Si	-0.0196	0.0023	-0.0043
Si	0.0006	-0.0016	0.0034
Si	-0.0206	-0.0306	-0.0259
Si	-0.0068	-0.0031	0.0156
Si	0.0025	-0.0026	0.0147
Si	-0.0108	0.0118	-0.0543
Si	0.0269	0.0243	-0.0394
Si	-0.001	0.0098	-0.01
Si	0.009	0.0011	0.0138
Si	0.0026	0.0082	-0.0079
Si	0.0022	0.0024	0.0007
Si	-0.0013	0.0189	-0.0018
Si	0.0113	0.0174	0.0005
Si	-0.0027	0.0046	-0.0045
As	0.017	0.006	-0.0703
Si	-0.0021	-0.0156	-0.005
Si	0.005	-0.0158	0.0039
Si	0.007	-0.0087	0.0049
Si	-0.0278	-0.0122	-0.0078
Si	-0.0001	0.0026	0.001
Si	-0.0007	-0.0044	-0.0002
Si	0.0012	-0.0016	0.0024
Si	0.0019	0.0046	0.0019
Si	-0.0032	0.0031	0.0028
Si	-0.001	0.0016	0.0042
Si	-0.0026	-0.0013	0.002
As	-0.0085	0.0004	-0.0538
Si	-0.0051	-0.0017	0.0085
Si	0.0036	-0.0007	0.0051
Si	0.0033	0.0009	0.0035
Si	-0.0015	0.0016	0.01
Si	0.0015	0.0014	0.0002
Si	-0.0006	0.0006	-0.002
Si	-0.002	0.0031	0.0033
Si	0.0031	0.0019	0.0006
Si	0.0002	-0.0002	0.0015
Si	0.0016	-0.002	-0.0019
Si	-0.0002	-0.0016	0.0001
Si	0.0182	0.0067	0.0112
Si	-0.0115	0.004	0.0117
Si	0.0031	-0.0024	-0.0048
Si	0.0002	-0.013	0.0073
Si	-0.0025	0.0005	-0.0026
Si	0.0018	-0.0004	-0.0041
Si	-0.0003	0.0021	-0.0029
Si	0.0009	0.0009	-0.0035
Si	-0.0002	-0.0008	-0.0023
Si	0.0644	0.1788	-0.2114
Si	0.0509	0.1599	-0.2145
Si	0.0748	0.1417	-0.2565
Si	0.0149	-0.0195	0.1333
Si	0.0052	-0.0254	0.0689
Si	0.1208	0.0105	-0.0557
Si	0.0439	-0.0516	0.4949
Si	0.1201	0.0439	0.3457
Si	0.0796	0.0084	0.0714
Si	0.0265	0.1205	-0.172
Si	-0.1053	0.249	0.1595
Si	0.0357	0.182	-0.0914
Si	-0.0847	-0.1296	-0.2071
Si	0.0404	-0.1761	0.2681
Si	-0.2054	-0.2285	0.025
Si	0.1048	-0.158	-0.1141
Si	-0.1145	-0.1141	0.2121
Si	-0.2049	0.0174	-0.0073
Si	-0.1238	-0.0191	-0.0159
Si	-0.0032	-0.152	-0.1652
Si	0.0205	-0.0498	0.0476
Si	-0.0436	-0.0068	-0.1114
Si	0.1218	0.121	-0.002
Si	0.0111	-0.1221	-0.1396
Si	-0.0003	-0.0015	0.0012
Si	0.0001	-0.001	0.0007
Si	-0.0003	0.0002	0.0008
Si	0.0009	-0.0014	-0.0012
Si	0.0028	-0.0001	0.0012
Si	-0.0018	-0.0008	0.0003
Si	0	0.0012	0.0004
Si	0.0009	0.0001	0.0008
Si	0.0003	-0.0009	0.001
Si	0.0002	0.0014	0.0008
Si	0.0002	0.0011	0
Si	0	0.0007	0.0004
Si	0.0008	0.001	-0.0004
Si	-0.0011	0.0005	-0.0005
Si	0.0009	0.0003	-0.0005
Si	-0.0004	-0.0001	-0.0004
Si	-0.0008	0.0002	0.0001
Si	0.0002	-0.0001	-0.0001
Si	0.0001	-0.0004	0.0001
Si	0.0002	0.0003	0
Si	-0.0003	0.0003	-0.0002
Si	0.0001	0	-0.0002
Si	0	-0.0006	0.0001
Si	0.0001	-0.0004	0.0001
Si	-0.0005	-0.0009	0.0007
Si	0.0011	-0.0008	0.0008
Si	-0.0004	0	-0.0007
Si	0.0001	0.0001	0.0006
Si	0.0009	-0.0001	0.0005
Si	-0.0002	0.0001	0.0002
Si	-0.0004	0.0003	0.0005
Si	-0.0005	-0.0003	0.0003
Si	0.0004	-0.0007	0.0002
Si	-0.0004	-0.0004	0.0006
Si	-0.0003	0.0007	0.0001
Si	0	0.0002	0
Si	-0.0002	-0.0002	0.0005
Si	0.0012	0	0.001
Si	-0.0004	0.0006	0.0004
Si	0.0002	-0.0003	0.0004
Si	-0.0006	0	0.0003
Si	-0.0003	-0.0003	0.0001
Si	0.0005	0.0011	0.0001
Si	-0.0004	0.0006	0.0003
Si	-0.0003	0.0003	-0.0002
Si	0.0004	-0.0013	0.0008
Si	-0.0002	0.0004	0.0013
Si	0	0.0003	0.0012
O	-0.0002	-0.0001	-0.0001
O	0.0004	0	-0.0003
O	0.0006	0.0001	-0.0017
O	0.0005	0.0001	-0.0018
O	-0.0001	-0.0001	0.0003
O	-0.0004	0.0002	-0.001
O	0.0003	0.0004	-0.0012
O	0	0.0002	-0.0013
O	0.0001	0.0003	-0.001
O	0	0.0004	-0.0018
O	0.0002	-0.0002	-0.0018
O	0.0003	0.0001	-0.0006
O	-0.0057	-0.0047	-0.0052
O	0.0008	-0.002	-0.0071
O	0.0012	0.0205	-0.0071
O	0.0026	-0.0002	-0.0039
O	-0.0014	-0.0017	0.0026
O	0.01	-0.0043	-0.0154
O	0.003	-0.0034	0.0037
O	0.0053	0.0015	-0.0023
O	0.0009	-0.0022	0.0072
O	-0.0013	-0.0001	-0.0062
O	0.0113	-0.0112	-0.0222
O	0.0008	-0.0036	0.001
Si	-0.0005	-0.0003	0.0038
Si	-0.0008	0.0008	-0.0001
Si	-0.0003	0.0006	0.0025
Si	0.0005	-0.0003	-0.0055
Si	-0.0001	0.0001	0.0023
Si	0.0095	-0.0071	-0.0048
Si	-0.0065	-0.0044	0.0011
Si	-0.001	-0.0025	-0.0018
Si	0.0014	-0.0045	0.0022
Si	-0.0002	-0.0003	0.0004
Si	0.0065	0.0158	0.0066
Si	-0.0003	0.0006	0.0021
Si	0.0001	-0.0008	0.0018
Si	0.0002	0.0001	0.0005
Si	-0.0047	-0.0137	0.0117
Si	-0.0003	0.0004	0.0027
Si	0.0002	0.0022	0.0011
Si	0.0001	0.0003	0.0025
Si	0.0066	0.0046	-0.0048
Si	0.004	-0.006	-0.001
Si	0.0003	0.0001	0.0023
Si	0	0.0003	0.0018
Si	-0.0004	-0.0001	0.0017
Si	-0.0079	-0.0052	0.0208
Si	0.0007	0.0004	0.001
Si	-0.0013	0.0007	0.0002
Si	0.0002	0.0008	0.0016
Si	-0.0012	0	0.003
Si	0	0.0006	-0.0003
Si	0.0002	-0.002	-0.0064
Si	-0.0007	0	0.0021
Si	0.0006	0.0005	0.0022
Si	-0.0019	0	0.0019
Si	0.0004	0.0006	0.0025
Si	-0.0123	0.0028	0.0092
Si	-0.0012	-0.0003	0.0025
Si	-0.0001	-0.0001	0.0021
Si	-0.0001	0.0001	0.0024
Si	-0.0002	0.0006	0.0022
Si	-0.0043	0.0013	-0.0037
Si	-0.0013	0.0036	-0.0019
Si	-0.0026	0.0003	-0.0012
Si	-0.0008	0	0.0022
Si	0.0029	-0.0069	-0.0008
Si	-0.0007	-0.0016	0.0001
Si	-0.0032	-0.0076	-0.0053
Si	-0.0004	0.0006	0.0025
O	-0.0001	0.0001	-0.0018
O	-0.0012	-0.0007	0
O	0	0	-0.0013
O	-0.0028	0.0014	0.0045
O	-0.002	0.0006	-0.0031
O	0.0004	-0.0017	0.0019
O	0.0004	-0.0045	0.0036
O	0.0007	-0.0006	-0.0007
O	-0.0007	0.0005	0.0001
O	-0.0004	-0.0005	-0.0012
O	0	0.0002	-0.0012
O	0	0.0004	-0.0006
O	0.0003	-0.0001	-0.0015
O	-0.0001	0.0003	0.0008
O	0.0002	-0.0006	0.0024
O	-0.0002	0	-0.001
O	-0.0007	0.0002	-0.0015
O	0.0025	0.0039	-0.0008
O	-0.0004	0.0003	-0.0006
O	0.0073	0.0014	0.0061
O	-0.0002	0.0001	-0.0012
O	-0.0004	0.0003	-0.0013
O	-0.0002	0.0005	0.0008
O	-0.0066	0.0018	0.0002
O	-0.0001	0.0001	-0.0011
O	-0.0001	-0.0004	-0.0003
O	-0.0015	0.0014	0.0046
O	0.0022	0.0008	0.0014
O	0.0041	-0.0026	0.0015
O	0.0005	-0.0001	0.0003
O	-0.0004	-0.0003	-0.0014
O	0.0004	0.0005	-0.0008
O	0.0002	-0.0001	-0.0004
O	-0.0106	0.0045	0.0087
O	-0.0003	0.0003	0.0001
O	-0.001	-0.001	0.0003
O	-0.0007	-0.0019	0.0004
O	-0.0017	-0.0012	-0.0007
O	-0.0005	0	-0.001
O	-0.0002	0.0004	-0.001
O	0.0003	-0.0036	0.0002
O	-0.0009	0.0004	0.0025
O	-0.0349	-0.0089	0.0279
O	0.0021	0.003	0.0049
O	-0.0001	0.0002	-0.0008
O	0.0001	-0.0003	-0.0013
O	-0.0003	-0.0003	-0.0003
O	0.0006	0.0006	0.0031
O	-0.0035	0.0015	-0.0029
O	-0.0036	-0.0021	0.0036
O	-0.0003	0.0003	-0.001
O	-0.0008	0.0025	0.0037
O	0.0001	-0.0003	-0.0013
O	0.0034	-0.0027	0.0036
O	0	-0.0001	-0.0013
O	-0.0003	0.0004	-0.0011
O	-0.0002	-0.0005	-0.0006
O	-0.0055	0.0017	0.003
O	-0.0003	-0.0001	-0.001
O	-0.0001	0	-0.0012
O	-0.0007	-0.0001	-0.0005
O	-0.0007	-0.0008	0.0006
O	-0.0012	0	0.0003
O	0.0001	-0.0007	0
O	0.0003	-0.0003	-0.0011
O	0.003	0.0026	0.004
O	-0.0002	0.0007	-0.0007
O	0.001	0.0214	0.0064
O	-0.0003	-0.0007	-0.0006
O	-0.0026	-0.0034	0.0026
O	0.0002	0.0001	-0.0004
O	-0.001	0.0001	-0.0001
O	-0.0003	0	-0.0009
O	-0.0002	-0.0001	-0.0006
O	-0.0074	0.0097	0.0007
O	-0.0002	0.0001	-0.0003
O	-0.0044	-0.0022	0.0129
O	0	0.0004	-0.001
O	-0.0032	-0.0028	0.0059
O	-0.0006	0.0009	-0.0006
O	-0.0005	-0.0003	-0.001
O	0.0002	0.0001	-0.0009

The program warned: the cutoff lies below the one the program advises for these potential files; the forces do not sum to zero within the program's tolerance; the exchange-correlation potential is rough where the density is thin.
